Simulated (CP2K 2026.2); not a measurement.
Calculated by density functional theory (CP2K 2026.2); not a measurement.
Periodic cell of 534 atoms, Si358O176, from a study of silicon, its oxide and their interface. The atomic structure is a simulated model.
Doubt: the forces sum to 2.96 eV/angstrom along one axis rather than to zero, so they err by at least 0.0055 eV/angstrom per atom on average; the grid cutoff is modest.

Settings: functional PBE; method Gaussian and plane waves; basis set DZVP-MOLOPT-SR-GTH; pseudopotentials GTH-PBE; grid cutoff 350 Ry, relative cutoff 50 Ry; k points Gamma only; occupations fixed; spin none; net charge 0.

Cell vectors (angstrom)
a	16.32	0	0
b	0	16.32	0
c	-0.0029	-0.2814	35.1838

Atoms and the computed forces on them: element, x, y, z (angstrom), force x, y, z (eV/angstrom)
Si	16.273	15.371	34.32	-0.205	-0.289	0.255
Si	3.197	2.923	34.47	0.505	-0.352	0.216
Si	15.753	5.157	35.1	0.425	-0.15	0.721
Si	2.224	7.871	34.759	0.327	-0.148	0.706
Si	16.293	10.108	34.912	-0.142	0.324	0.748
Si	2.389	13.399	34.966	0.056	-0.072	0.777
Si	5.66	15.629	35.146	0.007	0.067	0.735
Si	8.469	2.415	0.588	-0.051	-0.21	0.663
Si	5.637	5.264	34.967	0.286	-0.154	0.749
Si	8.005	8.201	35.019	0.338	-0.113	0.726
Si	5.682	10.42	34.967	-0.262	0.149	0.724
Si	8.052	13.62	35.001	0.429	-0.347	0.194
Si	10.623	0.407	0.224	-0.052	-0.332	0.812
Si	13.341	2.936	0.215	0.064	-0.239	0.681
Si	11.195	5.168	0.267	-0.206	0.051	0.625
Si	13.62	7.73	0.173	-0.031	0.223	0.704
Si	11.704	11.047	35.101	0.376	0.375	0.37
Si	14.321	14.192	34.623	-0.195	0.467	0.265
Si	1.252	1.406	1.069	0.323	0.031	0.694
Si	4.329	4.076	1.154	-0.002	0.025	-0.158
Si	1.239	6.59	1.055	-0.064	0.009	-0.013
Si	3.972	9.387	0.875	-0.018	-0.033	-0.018
Si	1.17	12.073	1.021	0.017	-0.05	-0.004
Si	4.021	14.769	1.189	-0.045	0.033	-0.035
Si	6.772	1.11	1.443	-0.051	-0.032	-0.059
Si	9.699	4.013	1.664	0.005	0.03	-0.035
Si	6.979	6.826	1.185	-0.015	0.025	0.019
Si	9.725	9.398	1.232	-0.449	-0.203	0.166
Si	6.885	12.243	1.134	-0.022	-0.028	-0.036
Si	9.516	14.96	1.352	0.074	-0.015	-0.089
Si	12.226	1.373	1.546	0.029	0.029	-0.017
Si	14.859	4.039	1.549	0.008	0.068	-0.045
Si	12.267	6.628	1.691	-0.001	-0.052	0.017
Si	14.857	9.375	1.285	0.015	-0.04	-0.043
Si	12.596	12.506	1.714	-0.027	-0.024	-0.062
Si	14.261	14.2	1.679	-0.017	-0.038	0.139
Si	0.009	2.628	2.657	0.003	-0.029	0.008
Si	2.699	16.298	2.434	-0.089	0.037	-0.023
Si	16.291	7.982	2.573	0.002	-0.031	0.004
Si	2.739	5.335	2.436	0.004	-0.004	0.003
Si	16.234	13.345	2.611	0.039	-0.021	0.014
Si	2.666	10.748	2.38	-0.011	0.023	-0.019
Si	5.436	2.61	2.624	-0.001	-0.007	0.042
Si	8.154	16.173	2.83	0.064	0.002	0.012
Si	5.372	8.094	2.405	0.039	0.036	0.039
Si	8.165	5.417	2.699	-0.018	-0.006	0.035
Si	5.422	13.456	2.571	0.022	-0.031	0.001
Si	8.266	10.85	2.503	-0.032	-0.061	-0.002
Si	10.991	2.675	3.024	0.035	-0.017	0.052
Si	13.518	16.166	2.764	-0.019	0.002	-0.014
Si	10.787	8.012	2.81	0.018	0.058	-0.032
Si	13.625	5.334	3.011	0.001	-0.025	0.019
Si	10.838	13.596	2.775	-0.086	0.033	0.069
Si	13.63	10.724	2.796	0.027	-0.016	0.073
Si	1.416	4.005	3.937	0.007	0.03	-0.015
Si	4.023	1.265	3.941	-0.022	-0.022	-0.002
Si	1.368	9.395	3.873	-0.002	0.021	-0.059
Si	4.067	6.718	3.849	-0.026	0.002	-0.004
Si	1.323	14.866	3.825	-0.001	0.029	-0.011
Si	4.028	12.07	3.858	0.007	-0.02	0.007
Si	6.779	3.997	3.984	0.008	-0.001	0.02
Si	9.506	1.258	4.173	-0.012	0.017	-0.058
Si	6.782	9.453	3.812	0.038	-0.031	-0.017
Si	9.455	6.693	4.161	0.005	-0.027	0.017
Si	6.739	14.786	4.051	-0.002	0.013	-0.007
Si	9.488	12.156	4.036	0.036	0.004	0.012
Si	12.307	3.992	4.355	0.006	0.009	0.027
Si	14.988	1.211	4.017	0.011	0.031	-0.019
Si	12.197	9.398	4.089	0.025	0.003	0.005
Si	15.035	6.751	4.145	-0.001	0.024	0.002
Si	12.154	14.92	4.193	0.001	-0.046	-0.025
Si	15.019	12.036	4.141	-0.041	0.058	-0.025
Si	0.009	16.213	10.825	0	-0.003	-0.004
Si	2.719	2.608	10.819	0	-0.001	0.003
Si	0.001	5.329	10.846	-0.027	-0.023	-0.004
Si	2.7	8.042	10.856	0.014	-0.007	-0.001
Si	16.315	10.763	10.836	0.004	0.007	-0.004
Si	2.692	13.488	10.809	-0.005	0.011	-0.008
Si	5.411	16.21	10.802	0.016	-0.009	-0.006
Si	8.149	2.635	10.838	-0.003	0.01	0.003
Si	5.419	5.327	10.843	-0.005	0.004	0.015
Si	8.135	8.041	10.815	-0.008	0.015	0.001
Si	5.406	10.752	10.806	0.008	0.022	-0.007
Si	8.128	13.49	10.811	0.01	0.005	-0.003
Si	10.886	16.23	10.843	0	-0.006	0.013
Si	13.611	2.624	10.841	-0.008	-0.003	0.001
Si	10.87	5.348	10.822	0.001	0.009	-0.006
Si	13.591	8.049	10.841	-0.02	-0.008	-0.009
Si	10.873	10.766	10.825	0.013	-0.011	-0.002
Si	13.61	13.49	10.848	0.003	-0.004	0.014
Si	1.346	1.271	12.184	0.009	0.009	-0.005
Si	4.057	3.96	12.199	0.006	-0.015	0.001
Si	1.332	6.682	12.234	-0.01	-0.002	0.006
Si	4.077	9.393	12.206	0	0.021	0.001
Si	1.327	12.151	12.194	0.008	-0.004	0.003
Si	4.05	14.855	12.161	-0.002	0.009	0.002
Si	6.779	1.249	12.162	-0.01	-0.015	-0.008
Si	9.527	3.997	12.203	0.032	-0.007	0.003
Si	6.793	6.682	12.19	0.036	-0.001	0.001
Si	9.527	9.376	12.159	-0.005	0.004	-0.01
Si	6.762	12.112	12.15	-0.01	-0.026	-0.001
Si	9.51	14.851	12.16	-0.003	0.001	0.004
Si	12.252	1.283	12.211	-0.002	0.015	0.015
Si	14.958	3.985	12.217	0.021	0.012	-0.005
Si	12.23	6.681	12.201	-0.021	-0.009	0.009
Si	14.954	9.399	12.209	0.004	0.011	0.002
Si	12.241	12.114	12.185	-0.005	0.012	-0.003
Si	14.969	14.873	12.195	-0.014	0.001	-0.001
Si	0.013	2.64	13.571	-0.02	-0.009	-0.003
Si	2.697	-0.098	13.523	0.001	-0.001	-0.005
Si	16.265	8.02	13.61	-0.018	0.01	0.01
Si	2.685	5.293	13.582	0.009	-0.018	-0.001
Si	16.295	13.516	13.585	-0.011	0.031	-0.005
Si	2.688	10.77	13.519	-0.01	-0.004	-0.01
Si	5.422	2.591	13.54	0.008	-0.005	0.001
Si	8.162	-0.096	13.511	-0.001	0.013	0.002
Si	5.437	8.011	13.573	0.003	-0.019	0.007
Si	8.173	5.361	13.568	-0.053	0.028	0.004
Si	5.407	13.482	13.504	0.013	-0.018	0.011
Si	8.134	10.723	13.462	0.017	-0.003	-0.017
Si	10.907	2.663	13.58	-0.011	0.019	0.024
Si	13.647	-0.059	13.56	0.028	-0.009	0.005
Si	10.868	8.028	13.562	-0.005	0.026	0.008
Si	13.577	5.325	13.585	0.004	-0.015	0.002
Si	10.879	13.491	13.51	0.017	-0.023	0.011
Si	13.591	10.761	13.57	-0.018	-0.013	-0.011
Si	1.334	3.964	15.006	-0.005	-0.004	0.022
Si	4.039	1.243	14.902	0.012	0.031	0.003
Si	1.331	9.423	14.89	-0.004	0.007	-0.026
Si	4.054	6.637	14.922	0.028	0.027	0.008
Si	1.35	14.904	14.919	-0.014	-0.012	-0.001
Si	4.042	12.125	14.87	-0.004	0.007	0.019
Si	6.799	3.964	14.86	0.024	-0.017	-0.005
Si	9.517	1.286	14.87	0.013	-0.008	-0.02
Si	6.867	9.348	14.889	0.04	0.022	0.024
Si	9.528	6.701	14.985	0.009	-0.011	0.018
Si	6.789	14.846	14.828	0.012	0.008	-0.005
Si	9.478	12.085	14.785	-0.005	0.007	-0.01
Si	12.262	3.998	15.022	-0.011	0.009	-0.001
Si	14.999	1.316	14.963	-0.018	0.009	0.012
Si	12.241	9.367	14.918	0.026	-0.018	0.017
Si	14.887	6.656	15.008	0.002	0	0.013
Si	12.258	14.878	14.839	-0.034	-0.018	-0.007
Si	14.903	12.164	14.939	0.002	0.001	0.02
Si	0.071	-0.005	16.33	0.049	0.035	0.001
Si	2.718	2.579	16.351	-0.005	-0.015	-0.021
Si	16.244	5.29	16.389	0.002	-0.01	0.016
Si	2.673	8.032	16.221	-0.029	0.01	0.022
Si	16.283	10.785	16.248	-0.015	0.011	0.019
Si	2.693	13.509	16.236	0.017	-0.019	0
Si	5.43	16.19	16.189	0.01	-0.032	0.018
Si	8.178	2.662	16.228	-0.017	-0.003	0.002
Si	5.425	5.24	16.258	-0.029	-0.024	-0.029
Si	8.192	8.044	16.403	0.005	-0.013	-0.008
Si	5.465	10.726	16.123	0.009	-0.005	0.008
Si	8.157	13.455	16.13	0.02	-0.022	0.017
Si	10.927	-0.064	16.169	0.037	0.018	0.012
Si	13.65	2.636	16.392	-0.008	-0.011	0.013
Si	10.893	5.377	16.393	0.038	-0.02	0.019
Si	13.509	8.009	16.4	-0.057	0.007	0.018
Si	10.801	10.727	16.15	-0.009	-0.034	-0.038
Si	13.532	13.557	16.298	-0.059	-0.001	-0.015
Si	1.449	1.264	17.857	-0.004	-0.058	0.05
Si	4.078	3.928	17.704	0.016	-0.021	0.005
Si	1.256	6.77	17.629	-0.032	0.032	-0.024
Si	4.184	9.31	17.466	0.042	-0.027	-0.031
Si	1.318	12.161	17.591	0.047	0.053	0.011
Si	4.135	14.795	17.576	-0.004	0.009	-0.013
Si	6.762	1.299	17.48	-0.036	0.024	-0.034
Si	9.557	3.939	17.677	-0.027	0.002	-0.04
Si	6.799	6.527	17.624	0.075	0.045	0.044
Si	9.631	9.454	17.748	0.049	0.019	0.123
Si	6.8	12.086	17.47	-0.011	-0.041	0.004
Si	9.553	14.846	17.39	0	-0.027	-0.052
Si	12.264	1.21	17.646	-0.019	0.002	-0.03
Si	14.962	3.943	17.912	0.072	0.033	0.041
Si	12.135	6.725	17.932	-0.034	0.001	0.042
Si	14.905	9.45	17.618	0.047	-0.008	-0.023
Si	11.988	12.17	17.496	-0.036	0.023	-0.018
Si	14.964	14.981	17.585	0.021	-0.016	-0.001
Si	0.176	2.648	19.358	0.205	0.352	-0.379
Si	2.946	16.141	19.082	-0.014	0.007	0.075
Si	16.242	8.185	19.076	0.015	-0.042	0.017
Si	2.658	5.379	18.897	-0.025	-0.017	0.01
Si	16.174	13.51	18.913	-0.173	-0.313	-0.385
Si	2.879	10.773	18.674	0.005	0.074	-0.014
Si	5.435	2.494	19.03	-0.003	-0.001	0.111
Si	8.169	-0.135	18.624	-0.027	0	-0.005
Si	5.388	7.85	18.916	-0.084	-0.062	-0.075
Si	8.085	5.146	19.066	-0.302	-0.311	-0.426
Si	5.501	13.397	18.891	-0.023	0.002	0.014
Si	8.024	10.717	18.896	-0.078	-0.258	-0.488
Si	10.936	2.552	19.008	0.003	-0.023	0.029
Si	13.578	-0.127	19.075	0.026	0.087	-0.021
Si	10.849	8.186	19.439	0.027	-0.005	-0.043
Si	13.547	5.375	19.279	0.035	-0.002	0.007
Si	10.697	13.556	18.941	-0.043	-0.051	0.012
Si	13.407	10.842	18.732	-0.065	-0.045	0.037
Si	1.195	4.481	20.47	0.06	-0.304	-0.634
Si	4.605	0.799	20.43	-0.16	0.106	-0.748
Si	1.756	9.319	20.008	-0.332	0.079	-0.697
Si	3.728	6.879	20.299	0.34	-0.235	-0.689
Si	2.093	14.613	20.588	0.188	0.352	-0.566
Si	4.018	12.133	20.197	0.28	-0.112	-0.678
Si	7.121	3.437	20.304	-0.339	0.297	-0.631
Si	9.378	1.173	20.085	0.311	-0.087	-0.602
Si	7.056	8.943	20.022	0.385	-0.226	-0.497
Si	8.849	7.529	20.79	-0.11	0.616	0.196
Si	6.807	14.959	20.007	-0.072	-0.098	-0.594
Si	9.061	13.063	20.626	0.32	0.183	-0.546
Si	12.362	3.704	20.499	-0.169	0.25	-0.787
Si	14.332	1.218	20.898	-0.12	-0.508	-0.464
Si	12.248	9.822	20.48	0.169	-0.258	-0.625
Si	15.132	6.672	20.549	-0.447	0.339	-0.039
Si	12.586	14.353	20.063	0.108	-0.194	-0.373
Si	14.327	12.566	19.917	-0.228	0.333	-0.469
Si	1.172	14.744	23.311	0.142	-0.138	-0.096
Si	4.375	2.317	23.146	0.04	-0.08	-0.135
Si	14.673	6.874	22.938	0.061	0.417	-0.873
Si	15.495	0	26.27	-0.093	-0.084	-0.123
Si	5.591	12.69	27.688	-0.088	0.013	0.015
Si	7.387	10.115	24.423	-0.026	-0.052	-0.123
Si	7.203	2.915	23.273	0.036	0.015	-0.213
Si	3.238	5.047	22.673	-0.089	0.205	-0.137
Si	3.003	6.489	25.482	0.125	-0.07	-0.138
Si	5.465	10.374	22.386	-0.062	0.013	-0.151
Si	10.946	11.71	22.312	-0.085	0.091	-0.128
Si	9.734	0.965	23.019	-0.114	0.057	-0.105
Si	2.878	2.599	25.761	0.116	0.115	-0.091
Si	5.356	8.244	24.279	-0.013	-0.033	-0.131
Si	13.353	7.187	25.467	0.097	0.087	-0.313
Si	14.532	10.686	22.33	-0.228	0.034	-0.027
Si	12.7	13.919	22.887	-0.004	-0.05	-0.129
Si	1.113	13.932	26.022	0.027	-0.15	-0.242
Si	5.112	1.894	30.426	-0.146	0.029	0.047
Si	0.64	8.03	24.622	-0.174	-0.021	-0.061
Si	16.243	12.211	24.018	-0.214	0.006	-0.074
Si	0.963	9.922	22.715	0.024	0.057	-0.131
Si	2.819	12.067	27.715	-0.045	-0.113	0.046
Si	7.551	14.608	27.341	0.146	-0.108	0.035
Si	10.03	0.477	30.133	0.017	0.219	-0.001
Si	3.516	4.462	27.74	0.041	-0.135	0.055
Si	8.02	7.528	23.101	0.078	-0.022	-0.525
Si	11.633	13.645	25.782	0.11	-0.173	0.022
Si	8.136	11.892	28.549	0.095	0.059	0.021
Si	11.548	4.456	28.536	-0.063	-0.008	-0.013
Si	11.405	3.47	23.352	-0.05	0.103	-0.172
Si	10.019	11.038	25.131	-0.056	0.078	-0.108
Si	10.742	8.365	26.647	0.091	0.027	0.005
Si	14.79	15.861	23.496	-0.079	0.078	-0.124
Si	2.908	1.727	28.348	-0.026	0.183	0.101
Si	10.671	10.364	28.604	-0.08	-0.142	0.229
Si	14.06	4.493	24.34	-0.036	0.102	-0.118
Si	2.097	15.746	30.167	0.105	-0.111	0.125
Si	2.27	11.305	30.609	0.033	-0.055	0.065
Si	15.075	9.392	26.622	0.026	0.005	-0.125
Si	16.172	2.875	25.796	0.046	0.09	-0.006
Si	9.826	15.991	25.735	0.069	0.087	-0.063
Si	9.269	6.092	27.43	0.011	-0.049	0.008
Si	5.019	4.987	30.482	-0.129	0.056	-0.024
Si	7.074	-0.214	29.901	-0.086	0.03	0.026
Si	11.629	6.859	33.233	-0.072	-0.053	0.218
Si	9.533	3.373	31.428	-0.008	0.07	0.078
Si	0.044	0.722	31.706	0.029	0.19	0.08
Si	12.28	4.398	31.66	0.035	-0.08	0.184
Si	11.042	1.716	27.498	0.085	0.068	0.024
Si	13.829	12.593	30.387	-0.061	-0.045	0.083
Si	13.239	11.764	27.482	0.137	0.003	-0.025
Si	14.45	0.628	29.227	0.067	0.066	0.143
Si	4.606	1.42	33.223	-0.461	0.423	0.394
Si	0.73	10.574	28.532	-0.102	-0.013	0.023
Si	3.447	5.769	33.125	-0.094	-0.06	0.005
Si	0.337	13.179	30.097	0.004	-0.093	0.042
Si	4.167	11.963	32.69	0.065	0.031	0.162
Si	7.076	3.272	33.423	-0.091	0.188	-0.036
Si	8.891	4.944	24.665	-0.064	0.091	-0.202
Si	9.085	8.061	32.168	-0.027	-0.028	0.101
Si	8.051	5.837	30.151	-0.01	-0.135	0.152
Si	4.895	14.146	30.487	-0.111	-0.037	0.092
Si	9.859	12.854	33.571	-0.553	0.453	0.398
Si	13.736	2.882	27.747	0.01	-0.032	-0.044
Si	12.465	15.141	30.736	0.039	-0.03	0.009
Si	9.262	10.973	31.111	0.094	-0.042	0.102
Si	14.893	3.107	32.951	-0.034	0.095	0.205
Si	12.359	14.918	33.591	0.328	-0.23	0.442
Si	14.111	11.363	33.171	0.017	-0.011	0.203
O	14.487	12.812	33.75	0.229	0.035	0.013
O	15.946	-0.235	32.919	-0.221	-0.172	-0.238
O	2.851	4.288	33.566	-0.292	-0.011	-0.134
O	1.887	2.09	35.06	-0.282	0.184	-0.151
O	15.739	4.297	33.692	0.098	0.246	-0.445
O	1.592	0.278	31.467	0.502	-0.03	0.541
O	2.41	7.022	33.329	-0.451	0.244	-0.512
O	1.112	9.035	34.424	0.046	0.071	-0.509
O	1.335	14.482	34.31	0.201	0.19	-0.32
O	15.403	10.451	33.567	-0.084	-0.291	-0.355
O	3.177	12.677	33.742	-0.11	-0.189	-0.141
O	0.235	12.114	28.85	-0.097	0.057	-0.342
O	4.752	-0.03	33.953	-0.304	0.056	-0.259
O	4.284	1.202	31.643	-0.514	-0.447	-0.145
O	7.754	3.27	34.867	-0.167	0.614	0.109
O	8.252	3.2	32.37	-0.14	0.094	-0.137
O	4.511	6.236	34.278	-0.035	0.658	0.354
O	6.201	4.624	33.537	-0.033	0.325	-0.689
O	8.576	7.128	30.963	0.109	0.384	-0.258
O	8.363	7.611	33.545	-0.19	-0.333	-0.214
O	6.855	9.315	34.681	0.112	0.141	-0.468
O	5.265	11.119	33.532	0.221	0.053	-0.667
O	10.287	11.676	34.608	-0.441	-0.071	0.168
O	6.861	14.685	34.516	0.201	-0.062	-0.556
O	9.45	1.152	34.898	-0.239	0.184	-0.3
O	11.495	-0.127	34.06	-0.136	0.528	-0.576
O	1.061	14.569	29.748	-0.144	0.03	-0.488
O	14.177	2.156	34.076	0.16	-0.468	-0.269
O	10.741	5.899	34.23	-0.623	0.209	-0.264
O	12.254	3.778	34.855	-0.141	0.101	-0.588
O	14.749	6.405	34.799	0.104	0.205	-0.257
O	12.679	7.776	34.057	-0.206	0.651	-0.465
O	11.16	9.924	0.552	0.115	-0.106	-0.152
O	12.762	10.797	33.89	-0.217	-0.559	-0.476
O	15.163	13.497	30.61	-0.054	0.681	0.23
O	0.165	0.443	0.319	-0.417	-0.251	0.241
O	1.947	4.4	21.924	-0.085	-0.127	0.125
O	15.858	1.632	20.505	0.43	-0.318	0.139
O	5.79	16.01	20.781	-0.059	-0.177	0.228
O	4.07	1.377	21.862	-0.317	-0.227	0.243
O	1.607	10.297	21.308	0.241	0.34	-0.153
O	14.781	11.512	23.746	-0.253	0.276	0.45
O	3.924	6.234	21.793	0.205	-0.031	0.472
O	2.708	8.116	20.551	0.045	-0.077	0.473
O	2.166	15.149	22.119	0.332	0.294	0.348
O	14.226	14.397	23.068	0.271	-0.336	-0.23
O	4.57	11.43	21.569	0.079	0.098	0.258
O	2.892	13.21	20.643	-0.194	-0.215	0.417
O	2.87	5.512	24.182	0.047	-0.374	0.164
O	6.902	3.738	21.893	-0.48	0.432	0.304
O	9.776	0.419	21.487	0.139	-0.453	-0.106
O	8.238	2.27	20.432	0.113	0.075	-0.097
O	6.394	9.548	21.377	-0.187	-0.284	0.175
O	8.371	11.655	20.214	-0.128	-0.171	0.414
O	6.303	9.195	25.229	-0.192	0.123	0.845
O	8.822	5.959	20.293	0.45	-0.202	0.404
O	7.893	14.159	20.956	0.161	0.133	0.338
O	6.516	11.066	23.42	0.242	0.602	0.009
O	9.855	12.865	22.028	-0.044	0.274	0.487
O	11.01	10.765	21.005	-0.459	0.158	-0.143
O	10.24	4.256	24.126	0.156	-0.061	-0.01
O	11.592	4.144	21.876	-0.44	0.578	0.226
O	13.462	2.581	20.945	0.036	-0.04	0.086
O	14.245	0.616	22.411	-0.105	0.002	0.384
O	13.795	5.623	25.487	-0.108	-0.155	0.676
O	13.252	9.795	21.821	0.133	-0.596	0.247
O	16.317	5.547	20.753	0.036	-0.294	0.307
O	15.715	9.565	22.387	-0.091	-0.506	-0.071
O	12.133	14.746	21.62	-0.184	0.533	0.249
O	11.978	14.126	24.286	-0.141	0.302	-0.042
O	0.552	14.327	20.168	-0.353	0.14	0.192
O	14.908	11.829	21.263	0.27	0.029	0.202
O	2.13	13.419	27.149	0.089	0.313	0.407
O	0.077	15.921	23.424	0.206	0.59	-0.189
O	1.411	3.353	25.784	0.058	0.601	-0.206
O	2.862	1.341	26.779	0.043	-0.795	-0.227
O	14.239	5.294	22.941	-0.056	-0.495	-0.302
O	2.507	3.341	28.456	-0.459	0.123	0.375
O	16.022	6.95	23.864	0.395	-0.351	0.043
O	1.091	11.134	23.744	0.667	-0.18	0.432
O	0.089	12.745	25.536	-0.363	-0.355	0.286
O	6.282	13.798	26.715	-0.177	0.288	-0.407
O	9.78	16.092	24.112	-0.081	-0.354	-0.211
O	2.995	12.064	29.347	0.278	0.457	0.128
O	8.413	13.464	28.165	0.443	0.103	-0.117
O	8.395	1.84	23.205	0.08	0.04	0.346
O	3.273	2.068	24.299	-0.345	-0.256	-0.095
O	4.319	3.87	22.738	0.501	0.24	-0.124
O	4.309	7.413	25.177	0.276	0.175	0.144
O	3.053	5.798	26.952	-0.145	0.51	0.192
O	4.605	9.271	23.235	-0.796	-0.236	-0.192
O	1.635	7.332	25.654	-0.223	0.182	0.686
O	12.938	13.116	26.609	0.239	0.395	-0.025
O	6.403	7.312	23.409	-0.409	-0.641	-0.295
O	10.162	1.186	26.244	-0.149	0.288	-0.322
O	11.029	1.913	23.208	0.615	-0.106	0.256
O	12.991	4.313	27.812	0.452	0.324	-0.403
O	8.797	6.398	23.963	0.394	0.039	0.08
O	5.878	2.082	23.689	0.028	-0.27	0.247
O	10.515	10.898	23.602	0.174	-0.507	-0.073
O	12.771	3.539	24.212	-0.104	-0.329	0.114
O	14.084	10.69	26.591	0.072	0.043	-0.546
O	12.442	5.899	32.229	0.387	0.156	-0.358
O	1.928	14.495	24.725	0.875	0.322	0.038
O	12.438	12.35	22.51	0.334	-0.359	0.089
O	4.284	12.002	27.054	0.079	-0.188	-0.447
O	5.224	13.433	29.08	-0.018	0.118	0.018
O	4.376	1.657	29.018	0.373	-0.336	-0.212
O	0.178	15.106	26.567	-0.171	-0.174	0.4
O	16.311	1.277	25.72	0.469	-0.198	-0.397
O	15.388	3.604	24.584	0.203	0.107	-0.441
O	7.594	4.043	24.349	-0.543	0.216	0.536
O	15.93	9.558	27.999	-0.174	-0.383	0.276
O	1.579	8.638	23.445	0.638	-0.171	-0.073
O	16.109	9.205	25.377	0.078	0.466	-0.109
O	6.677	11.521	27.971	-0.096	-0.757	-0.143
O	6.59	1.296	30.219	0.509	0.28	0.081
O	9.263	10.885	27.968	-0.117	0.082	-0.406
O	6.955	15.738	28.336	-0.103	0.506	-0.441
O	10.639	3.181	28.076	-0.729	0.035	-0.191
O	9.86	1.965	30.726	0.02	-0.002	-0.356
O	4.446	5.02	28.953	-0.073	0.453	-0.27
O	6.491	5.645	30.53	-0.109	0.075	0.103
O	8.337	9.043	23.621	0.474	0.358	0.05
O	10.559	12.435	25.716	-0.416	0.156	0.063
O	10.945	14.983	26.368	0.308	0.276	0.692
O	8.399	11.048	25.249	-0.086	0.201	0.325
O	8.409	15.387	26.229	-0.258	0.042	-0.428
O	8.13	11.617	30.148	-0.392	0.197	0.293
O	8.934	5.04	26.27	-0.269	-0.28	0.399
O	14.855	0.275	27.712	0.16	0.108	-0.128
O	10.891	3.753	32.244	-0.082	-0.284	0.576
O	9.358	7.545	26.725	-0.576	0.047	-0.027
O	10.631	9.719	25.801	0.165	0.119	-0.329
O	11.826	7.408	25.928	-0.321	-0.169	0.08
O	11.023	8.836	28.188	0.327	-0.291	0.425
O	13.964	11.97	28.907	0.25	-0.139	0.026
O	0.333	13.397	22.993	-0.146	0.052	-0.619
O	14.403	16.05	25.075	-0.58	-0.194	0.151
O	4.022	3.587	26.428	0.469	0.127	-0.328
O	14.012	2.195	29.203	0.121	0.435	0.495
O	10.999	15.768	30.903	-0.291	-0.251	0.231
O	1.885	10.775	27.39	0.044	-0.48	-0.647
O	8.629	16.026	30.259	0.11	-0.536	0.244
O	13.578	7.669	23.901	-0.357	0.442	0.118
O	12.619	1.856	27.073	0.135	-0.417	-0.302
O	15.181	3.142	27.064	0.127	0.249	0.411
O	4.036	5.672	31.603	-0.12	0.325	-0.331
O	1.215	12.389	31.227	-0.254	0.299	0.604
O	12.517	13.55	30.4	-0.577	-0.317	0.003
O	3.324	10.918	31.757	-0.1	-0.714	-0.048
O	1.431	10.079	29.929	0.045	-0.794	0.115
O	6.129	1.996	33.261	0.099	-0.171	-0.194
O	3.542	15.046	30.375	0.13	0.204	-0.171
O	2.029	0.572	29.022	-0.304	-0.1	-0.175
O	10.563	10.578	30.206	0.413	-0.241	0.11
O	9.036	4.567	30.433	0.053	0.052	-0.291
O	5.22	3.435	30.858	0.092	-0.152	0.482
O	8.127	6.101	28.561	-0.371	0.085	-0.181
O	11.962	4.46	30.086	0.236	-0.171	-0.149
O	6.167	15.107	30.793	0.223	0.073	0.431
O	4.799	13.084	31.71	0.282	0.153	0.034
O	9.586	12.144	32.157	0.129	0.17	-0.273
O	10.669	7.849	32.401	0.324	0.274	-0.395
O	13.249	15.959	29.609	-0.119	-0.038	-0.23
O	10.713	5.766	28.118	0.243	0.33	0.409
O	13.114	15.288	32.205	0.327	0.409	-0.196
O	15.601	0.423	30.321	0.194	-0.115	-0.075
O	8.775	9.621	31.855	-0.572	-0.042	-0.043
O	10.663	0.645	28.657	0.08	-0.501	-0.096
O	15.997	2.247	32.126	0.202	0.199	-0.399
O	13.674	3.633	32	0.07	0.151	-0.136
O	13.825	11.469	31.571	0.119	-0.281	-0.194
O	11.22	13.75	33.393	0.095	0.026	0.123
O	11.796	11.255	27.927	-0.061	0.156	-0.103
O	14.209	8.03	26.565	-0.268	-0.175	0.479
Si	0.025	16.165	5.339	0.014	-0.027	-0.016
Si	2.71	2.626	5.338	0.005	-0.023	-0.001
Si	0.085	5.335	5.393	-0.009	-0.02	-0.001
Si	2.728	8.055	5.269	-0.012	0.002	0.001
Si	0.082	10.697	5.411	-0.008	-0.063	-0.026
Si	2.695	13.489	5.225	0.004	0.016	-0.037
Si	5.383	16.218	5.333	0.022	0.032	-0.012
Si	8.112	2.657	5.415	0.022	0.015	0.023
Si	5.39	5.364	5.298	0.007	0.018	-0.018
Si	8.064	8.122	5.356	-0.021	0.048	-0.022
Si	5.417	10.759	5.257	0.008	-0.018	0.002
Si	8.11	13.465	5.422	0.004	0.007	-0.009
Si	10.832	16.241	5.561	-0.015	0.01	0.001
Si	13.689	2.546	5.509	-0.007	-0.018	-0.01
Si	10.844	5.366	5.533	-0.008	0.006	0.035
Si	13.606	8.083	5.45	-0.035	-0.033	0.006
Si	10.858	10.802	5.409	-0.021	0.021	-0.014
Si	13.595	13.472	5.409	0.012	0.016	-0.078
Si	1.358	1.248	6.699	-0.008	0.013	0.009
Si	4.069	3.99	6.701	0	0.007	0.003
Si	1.412	6.719	6.729	0.008	0.002	-0.007
Si	4.077	9.405	6.661	0.014	-0.006	-0.013
Si	1.4	12.141	6.697	-0.013	-0.007	-0.017
Si	4.03	14.832	6.668	-0.001	-0.013	-0.022
Si	6.746	1.255	6.725	0.008	-0.005	-0.005
Si	9.475	3.976	6.817	-0.011	-0.009	0.005
Si	6.735	6.717	6.704	0.002	-0.025	-0.004
Si	9.471	9.435	6.734	0.001	0.002	0.001
Si	6.736	12.091	6.719	0.019	0.003	-0.005
Si	9.46	14.829	6.813	-0.02	-0.004	-0.001
Si	12.256	1.254	6.854	0.015	-0.029	-0.008
Si	15.037	3.978	6.78	0.011	-0.032	0.001
Si	12.246	6.728	6.817	0.008	0.007	0.003
Si	14.989	9.416	6.79	-0.006	0.015	0.003
Si	12.229	12.138	6.782	-0.007	0.001	-0.014
Si	14.972	14.84	6.739	-0.017	0.002	-0.01
Si	0.037	2.597	8.124	-0.004	0.005	0.005
Si	2.708	16.202	8.061	-0.001	-0.002	-0.012
Si	0.023	8.038	8.121	-0.025	-0.019	-0.005
Si	2.733	5.341	8.099	0.005	0.003	0.006
Si	0.015	13.473	8.082	-0.007	-0.003	0.002
Si	2.735	10.766	8.061	0.025	0.024	-0.004
Si	5.412	2.628	8.087	0.012	0.001	-0.002
Si	8.107	16.228	8.121	0.009	-0.009	0.003
Si	5.393	8.056	8.085	-0.011	0.001	0.005
Si	8.1	5.366	8.103	0.014	-0.01	-0.003
Si	5.39	13.483	8.061	0.004	-0.005	-0.008
Si	8.117	10.773	8.105	-0.02	0	-0.004
Si	10.87	2.629	8.159	0.001	0.02	0.006
Si	13.624	16.186	8.146	-0.013	-0.009	0.007
Si	10.847	8.088	8.118	0.013	-0.007	-0.006
Si	13.626	5.332	8.121	-0.031	-0.008	-0.016
Si	10.862	13.489	8.145	0.005	0.004	0.01
Si	13.609	10.781	8.125	0.004	0.001	0.007
Si	1.374	3.981	9.471	0.009	-0.004	0.002
Si	4.057	1.25	9.434	-0.003	0	-0.003
Si	1.375	9.419	9.465	-0.003	0.013	-0.002
Si	4.065	6.695	9.482	0.008	-0.014	0.005
Si	1.352	14.856	9.441	0.008	0.009	-0.012
Si	4.056	12.123	9.449	-0.001	-0.023	0.005
Si	6.77	3.98	9.467	0	0.007	-0.003
Si	9.499	1.255	9.487	0.009	-0.002	0.006
Si	6.769	9.398	9.451	0.024	-0.007	0.002
Si	9.495	6.698	9.456	-0.01	-0.002	-0.005
Si	6.752	14.839	9.443	-0.018	0.011	0.003
Si	9.492	12.119	9.473	-0.007	-0.002	0.001
Si	12.25	3.989	9.487	-0.003	-0.007	0.015
Si	14.972	1.256	9.481	-0.011	0.006	-0.002
Si	12.237	9.419	9.473	-0.014	0.015	-0.006
Si	14.973	6.692	9.488	0.026	-0.003	0.009
Si	12.241	14.846	9.497	0.013	-0.006	-0.003
Si	14.972	12.138	9.475	-0.026	0.01	0

Results
total energy: -115450.438 eV
total energy less fixed offsets of O -438.35, Si -107.03 eV per atom: 15.902 eV
